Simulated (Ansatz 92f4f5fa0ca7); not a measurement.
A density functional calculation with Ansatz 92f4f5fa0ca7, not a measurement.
Periodic cell of 223 atoms, Si131O90P2, from a study of silicon, its oxide and their interface. The atomic structure is a simulated model.
Doubt: the cutoff is far below the 930 eV that the study's wrapper takes by default for these files, so forces and energies are approximate.
This geometry differs little from another in the collection (a relaxation step or a small displacement).

Settings
functional: PBE
potential files: Ansatz PAW
basis: plane waves
wave-function cutoff: 580 eV
density cutoff ratio: 5
exchange-correlation grid ratio: 1
k mesh: 1 x 1 x 1, Gamma-centred
self-consistency stop: 5e-08 eV per atom in the density residual
occupations: fixed
spin: none
net charge: 0

Cell vectors (angstrom)
a, 10.938, 0, 0
b, 0, 10.938, 0
c, 0, 0, 32.1988

Atoms and the computed forces on them: element, x, y, z (angstrom), force x, y, z (eV/angstrom)
Si, 10.5954, 0.222, 24.8545, 0.0025, -0.0047, 0.0038
Si, 5.7463, 10.6744, 24.7423, 0, -0.0008, -0.0043
Si, 2.4866, 2.9097, 24.6321, 0.0025, 0.0027, 0.0013
Si, 8.4318, 2.4611, 24.8217, -0.002, 0.0006, -0.0072
Si, 0.2816, 5.1619, 24.7517, 0.0031, 0, -0.0045
Si, 5.1629, 5.7442, 24.6812, -0.004, -0.0018, 0.0028
Si, 2.9408, 8.0017, 24.595, 0.0025, -0.0039, 0.001
Si, 7.9461, 8.4282, 24.7259, 0.0014, -0.0012, 0.0004
Si, 1.3357, 1.3789, 26.0318, 0.0001, 0.0007, -0.0011
Si, 6.852, 1.3074, 26.1157, -0.0008, -0.0005, 0.0018
Si, 4.0511, 4.1017, 25.9789, -0.0003, 0.001, -0.0008
Si, 9.6119, 4.0576, 26.0809, -0.0008, 0.0009, 0.0005
Si, 1.4032, 6.8232, 25.9952, 0.0006, 0.0002, 0.0005
Si, 6.7738, 6.8468, 26.022, -0.0008, 0.0009, -0.0003
Si, 4.1066, 9.5319, 25.9943, -0.0011, 0.0001, 0.0002
Si, 9.4746, 9.5646, 26.1359, -0.0015, 0, 0.0021
Si, 2.7328, -0.0111, 27.345, 0.0005, -0.001, -0.002
Si, 8.1676, -0.0243, 27.5456, -0.0001, -0.0019, 0.0048
Si, 0.014, 2.7153, 27.482, 0.0011, 0.0022, 0.0045
Si, 5.4447, 2.7427, 27.3587, -0.0013, 0.0019, -0.0008
Si, 2.7325, 5.4626, 27.4207, 0.0007, 0.0014, -0.0022
Si, 8.1891, 5.4668, 27.355, 0.0006, -0.001, -0.0015
Si, -0.0001, 8.1793, 27.3688, 0.0002, -0.0002, -0.002
Si, 5.4423, 8.1948, 27.4423, -0.0009, 0.0001, 0.0018
Si, 4.0859, 1.3677, 28.7398, 0.0036, -0.0023, 0.0044
Si, 9.5762, 1.3553, 28.8367, -0.0017, 0, -0.0067
Si, 1.3663, 4.1132, 28.8073, 0.0016, -0.0041, -0.0037
Si, 6.8289, 4.0972, 28.7422, 0.0045, -0.0042, 0.0043
Si, 4.0933, 6.8191, 28.7988, 0.0004, -0.0009, -0.002
Si, 9.5605, 6.8238, 28.7472, 0.0006, 0.0015, 0.0036
Si, 1.3712, 9.5601, 28.7385, -0.0014, 0.0004, 0.0051
Si, 6.7882, 9.5473, 28.8461, 0.0074, 0.0016, -0.0084
Si, 0.0186, -0.0204, 30.1514, 0.0017, -0.0051, 0.0038
Si, 5.4423, 0.018, 30.1553, -0.0105, 0.0005, -0.001
Si, 2.7369, 2.7326, 30.1435, -0.001, -0.0027, 0.0023
Si, 8.194, 2.7424, 30.1467, 0.0015, 0.0077, -0.001
Si, -0.0115, 5.4778, 30.1481, -0.0015, 0.0022, -0.0008
Si, 5.477, 5.4604, 30.1439, 0.0026, -0.0003, 0.0025
Si, 2.7261, 8.2046, 30.1414, 0.0006, 0.003, -0.001
Si, 8.2089, 8.1892, 30.1498, 0.0038, -0.0009, 0.0047
Si, 1.3673, 1.3673, 31.515, 0.0802, -0.0429, 0.0058
Si, 6.8362, 1.3673, 31.515, -0.0539, 0.092, -0.0383
Si, 4.1018, 4.1018, 31.515, 0.0593, -0.0633, -0.0063
Si, 9.5708, 4.1018, 31.515, -0.0981, 0.0259, -0.037
Si, 1.3673, 6.8362, 31.515, -0.0579, 0.0557, -0.079
Si, 6.8362, 6.8362, 31.515, 0.0436, -0.1065, 0.0385
Si, 4.1018, 9.5708, 31.515, -0.09, 0.0611, -0.0283
Si, 9.5708, 9.5708, 31.515, 0.046, -0.0843, 0.0038
Si, 2.7345, 0, 0.6835, 0.0615, 0.0286, 0.1399
Si, 8.2035, 0, 0.6835, -0.0098, 0.0057, 0.0402
Si, 0, 2.7345, 0.6835, -0.1743, -0.0805, 0.0544
Si, 5.469, 2.7345, 0.6835, 0.1574, -0.1116, 0.0623
Si, 2.7345, 5.469, 0.6835, -0.1263, 0.1899, -0.2628
Si, 8.2035, 5.469, 0.6835, 0.0251, -0.1302, 0.1046
Si, 0, 8.2035, 0.6835, 0.0799, -0.0756, 0.0846
Si, 5.469, 8.2035, 0.6835, 0.0664, 0.2081, -0.0264
Si, 4.1196, 1.3686, 2.0658, -0.0068, -0.0064, 0.0206
Si, 9.5668, 1.3541, 2.0716, 0.0033, -0.0047, -0.0029
Si, 1.3449, 4.136, 2.0207, 0.0415, -0.0235, 0.0147
Si, 6.8463, 4.083, 2.0648, 0.0049, 0.0082, 0.0179
Si, 4.0804, 6.8629, 2.0215, 0.0242, -0.0404, 0.0172
Si, 9.5666, 6.8357, 2.0492, 0.0017, -0.0042, 0.0005
Si, 1.3803, 9.5668, 2.0534, 0.0047, 0.0023, -0.0014
Si, 6.8316, 9.5894, 2.0674, 0.0043, -0.005, -0.0039
Si, 0.0312, -0.0099, 3.4175, -0.0072, -0.0018, -0.0048
Si, 5.4806, 0.0081, 3.4967, 0.0086, -0.0053, -0.0176
Si, 2.7863, 2.848, 3.3389, -0.032, -0.0032, -0.0395
Si, 8.1895, 2.6928, 3.4851, 0.0147, -0.0076, -0.0194
Si, 0.0001, 5.4777, 3.4276, 0.0033, 0.0028, -0.0098
Si, 5.4246, 5.476, 3.3405, -0.0009, 0.0272, -0.0411
Si, 2.7667, 8.2237, 3.4405, -0.0078, -0.0132, -0.0097
Si, 8.2047, 8.2036, 3.4027, -0.0071, -0.0083, -0.0072
Si, 1.4559, 1.4284, 4.671, 0.0048, 0.0018, 0.0111
Si, 6.9094, 1.2623, 4.9454, -0.0052, -0.0051, 0.0441
P, 4.2354, 4.0514, 4.656, -0.0991, 0.0897, 0.1093
Si, 9.6138, 4.048, 4.7898, -0.0088, -0.0093, 0.0028
Si, 1.4278, 6.8136, 4.7737, 0.0083, -0.0082, 0.0329
Si, 6.794, 6.828, 4.7271, -0.0001, -0.0052, 0.0041
Si, 4.1677, 9.5297, 4.8722, -0.0006, 0.0034, 0.0084
Si, 9.6232, 9.4978, 4.7968, 0.0073, -0.0004, 0.0136
Si, 2.8216, 0.1114, 6.0649, -0.0077, 0.0258, 0.0016
Si, 8.2749, -0.149, 6.2898, -0.0297, 0.0175, -0.0456
Si, 0.0724, 2.6603, 6.1288, 0.0038, 0.0027, -0.0063
P, 6.0874, 2.1248, 6.8858, -0.0148, -0.0231, -0.0318
Si, 2.9026, 5.3882, 5.9448, -0.0279, 0.0347, -0.067
Si, 8.1154, 5.3805, 6.0172, -0.0103, 0.0038, -0.0074
Si, 0.0535, 8.1328, 6.1646, -0.0002, 0.0012, -0.0151
Si, 5.556, 8.1527, 6.2848, -0.0036, 0.001, -0.0052
Si, 4.0112, 1.4892, 7.6353, 0.0045, -0.0028, -0.0216
Si, 9.8641, 1.0988, 7.4993, 0.0183, 0.0169, -0.0008
Si, 1.817, 3.7783, 7.2419, -0.009, -0.0059, -0.062
Si, 6.6716, 4.2533, 7.5228, 0.0043, -0.0068, -0.0267
Si, 4.3893, 6.4844, 7.4786, -0.0026, 0.0161, -0.0222
Si, 9.3695, 6.8332, 7.3533, 0.03, -0.0297, -0.0017
Si, 1.1965, 9.903, 7.2973, 0.0361, -0.0077, -0.0057
Si, 7.2299, 9.1343, 7.704, -0.0156, 0.0198, -0.0049
O, 8.3512, 7.9559, 7.9851, 0.011, 0.0358, -0.0056
O, 2.9844, 2.7625, 7.8117, 0.0615, -0.0426, 0.0265
O, 9.5276, 1.3475, 24.2621, -0.0002, 0.0023, 0.0053
O, 4.059, 6.8611, 24.1214, 0.0009, 0.0022, -0.0018
O, 0.0905, 0.0023, 7.9904, -0.0336, -0.014, -0.0033
O, 5.4424, 5.2841, 7.9488, 0.0164, -0.0315, 0.0061
O, 6.8553, 9.5632, 24.196, -0.0006, 0.0011, 0.0036
O, 1.375, 4.0538, 24.1626, -0.0036, -0.0018, 0.0025
O, 3.7317, 7.1547, 8.8673, 0.0052, -0.0067, -0.0061
O, 1.2673, 4.5189, 8.5863, -0.0278, 0.0306, 0.0324
O, 9.8921, 5.8823, 8.6074, 0.0017, -0.0022, 0.0029
O, 2.2385, 9.3556, 8.4487, -0.0016, -0.0214, 0.0129
O, 7.5028, 3.9281, 8.9179, 0.0115, 0.0289, 0.0458
O, 4.3079, 0.9134, 9.1643, 0.0157, -0.0143, 0.0103
O, 6.7813, 9.5088, 9.2436, 0.0023, 0.0017, 0.0079
O, 9.2216, 1.8349, 8.8301, 0.0077, -0.0137, -0.0101
O, 7.7141, 3.1465, 23.5168, -0.0007, 0.0009, -0.0018
O, 10.5035, 5.8372, 23.4434, -0.0008, 0.0013, -0.0002
O, 5.102, 0.4345, 23.4065, -0.0009, 0.0006, -0.0004
O, 5.8703, 5.0883, 23.3484, 0.0031, -0.0029, -0.0019
O, 3.1113, 2.1991, 23.2673, 0.0024, -0.0019, -0.002
O, 2.3021, 8.7103, 23.2272, -0.0027, 0.0016, -0.0003
O, 8.6196, 7.741, 23.3858, 0.0021, -0.0022, -0.0027
O, 0.2458, 10.3417, 23.576, -0.0001, 0.0001, -0.005
Si, 4.4015, 1.5624, 22.467, 0, 0.001, 0.0034
Si, 3.5272, 7.8773, 14.0354, -0.0015, -0.0043, 0.0077
Si, 7.1448, 0.9366, 14.6557, 0.0069, -0.0041, 0.014
Si, 0.9539, 9.347, 22.5189, 0.0007, -0.003, 0.0015
Si, 1.1915, 4.2519, 11.8412, 0.0062, 0.0017, 0.0076
Si, 6.2998, 8.9322, 15.3155, -0.0011, 0.0019, 0.0072
Si, 0.7441, 1.3152, 12.2969, 0.0111, -0.0002, -0.0019
Si, 8.6499, 4.9306, 20.5078, -0.0013, 0.002, 0.0033
Si, 0.4057, 5.6771, 9.3066, 0.0039, 0.0089, -0.0003
Si, 5.1508, 3.1043, 17.9643, -0.0012, -0.0004, 0.0035
Si, 0.9367, 3.7279, 16.7586, -0.0001, 0.0009, 0.0034
Si, 10.436, 2.8247, 19.2311, -0.0007, -0.0006, 0.0032
Si, 5.3096, 1.1276, 10.4637, 0.0165, 0.0154, 0.0077
Si, 0.9216, 0.1581, 19.8407, 0.0011, -0.0024, -0.0006
Si, 6.6803, 9.3951, 10.8828, -0.0009, -0.0036, 0.0059
Si, 9.3814, 9.6517, 18.3162, 0.001, 0.0018, 0.004
Si, 9.4448, 9.1865, 12.5656, -0.0044, 0.0017, 0.0061
Si, 6.5806, 3.8394, 22.5795, -0.0009, -0.0008, 0.0018
Si, 2.4342, 8.0316, 9.3617, -0.0084, 0.0155, -0.0082
Si, 10.6332, 7.3369, 17.0798, -0.0025, 0.0016, 0.006
Si, 2.5586, 6.2548, 16.5952, -0.0005, 0.0007, 0.0032
Si, 10.2158, 4.4565, 14.1952, 0.0069, 0.0079, 0.0072
Si, 6.181, 9.161, 18.5137, -0.0008, 0.0013, 0.0055
Si, 8.0119, 2.5624, 9.6596, -0.0228, -0.0753, 0.0554
Si, 8.955, 2.1025, 12.4873, -0.0016, 0.009, 0.0107
Si, 5.381, 6.2228, 18.0748, 0.001, 0.0004, 0.0014
Si, 3.9609, 0.5333, 19.4699, -0.0019, -0.0009, 0.0035
Si, 4.2733, 3.7994, 12.0923, -0.0019, 0.001, 0.0143
Si, 5.5753, 6.5399, 12.1441, 0, -0.0031, 0.0054
Si, 8.0517, 2.478, 17.2238, -0.0001, 0.0012, 0.0045
Si, 4.3925, 2.4632, 14.9884, 0.0003, 0.0052, 0.0071
Si, 1.59, 1.1842, 15.2663, -0.0031, -0.0016, 0.0113
Si, 1.6291, 9.3614, 12.0304, 0.0066, 0.0027, 0.0032
Si, 8.0887, 6.8094, 13.864, -0.0025, -0.0016, 0.0084
Si, 10.4251, 9.7986, 15.481, -0.0016, 0.0007, 0.0089
Si, 9.8138, 7.004, 22.5486, -0.0015, 0.0007, 0.002
Si, 8.1449, 5.4576, 17.4023, 0.0003, -0.0013, 0.0046
O, 6.082, 7.8823, 11.2762, -0.0002, 0.0066, -0.0056
O, 6.0578, 9.17, 16.8965, 0.0008, -0.0003, -0.008
O, 7.734, 1.3143, 13.1883, 0.0092, 0.0073, -0.0168
O, 1.0042, 1.7239, 13.8525, -0.0028, 0.0021, -0.0079
O, 9.4517, 6.2474, 16.8768, -0.0011, -0.0006, -0.0018
O, 6.796, 6.1583, 13.1425, -0.0004, -0.0007, -0.0024
O, 5.1694, 4.6429, 18.6281, -0.0003, 0.0014, 0.0013
O, 9.2742, 2.1274, 18.2702, -0.0019, 0.0004, -0.0004
O, 2.4045, 0.0783, 19.0756, 0.0004, 0.0007, 0.001
O, 9.4474, 10.1958, 16.753, 0.0021, 0.0001, -0.0056
O, 2.8005, 4.4065, 11.7069, -0.0062, 0.0022, -0.004
O, 5.1057, 10.2991, 19.1056, 0.0019, -0.0014, 0.0007
O, 9.4886, 3.1463, 13.5932, -0.0109, -0.0127, -0.0144
O, 0.4924, 1.7457, 19.9633, -0.0011, 0.0023, 0.0016
O, 3.2111, 1.3216, 15.1301, 0.0027, -0.0032, 0.0017
O, 8.1984, 5.352, 19.0164, -0.0022, 0.0013, -0.0043
O, 3.9343, 6.5867, 17.4076, -0.0005, 0.0006, 0.0005
O, 4.6451, 3.2548, 16.4051, -0.0006, -0.0028, -0.0044
O, 9.0785, 5.6091, 14.3146, -0.0016, 0.0034, -0.0026
O, 5.4584, 2.7543, 22.1307, -0.0005, 0, 0.0005
O, 10.7617, 4.1932, 15.6901, 0.0022, 0.0001, 0.0012
O, 0.379, 3.8462, 18.2891, 0.0024, 0.0029, -0.0028
O, 10.4656, 10.5005, 19.2013, -0.0036, -0.0008, -0.0003
O, 9.6837, 9.9666, 14.024, -0.0019, 0.0013, -0.0038
O, 10.9086, 8.1184, 22.0932, 0.001, 0.0009, 0.0018
O, 1.2022, 2.1399, 16.5225, 0.0006, -0.0019, 0.0019
O, 9.7556, 3.7266, 20.416, 0.0016, -0.0012, 0.0006
O, 8.1901, 4.0032, 16.6782, -0.0015, 0.0013, -0.0012
O, 0.0141, 9.0515, 11.8967, -0.0027, -0.0011, 0.0008
O, 6.6383, 2.4098, 18.0398, 0.001, -0.0002, 0.0009
O, 5.5909, 10.6184, 11.2452, 0.0038, 0.0092, -0.0127
O, 7.7926, 9.5695, 18.8376, -0.0008, 0, 0.0009
O, 10.0925, 0.9668, 12.0994, -0.0112, 0.0016, -0.0071
O, 1.1103, 7.1268, 9.1644, -0.0081, -0.0171, -0.0002
O, 0.6204, 4.7346, 13.2959, -0.0022, 0.0012, -0.0012
O, 5.7583, 7.5989, 18.9877, -0.0003, -0.0004, 0.0004
O, 5.2606, 5.0182, 11.5464, -0.0002, 0.0005, -0.0011
O, 2.7529, 6.937, 15.1275, 0.0009, 0.0034, -0.0036
O, 0.9562, 2.6784, 11.4403, 0.0012, 0.0092, -0.0073
O, 0.8964, 10.6612, 15.5399, -0.0005, -0.0012, -0.0011
O, 2.4965, 8.5732, 10.8909, 0.0009, -0.0011, 0.0025
O, 4.6792, 2.355, 11.3832, 0.0064, -0.0117, -0.0109
O, 4.2166, 3.5152, 13.7299, -0.0012, 0.0048, -0.0051
O, 2.2782, 4.6386, 16.5295, -0.0014, -0.0012, 0.0004
O, 10.7653, 8.217, 15.7023, 0.0008, 0.0029, -0.0039
O, 6.9373, 10.272, 14.6718, 0.0007, -0.0007, -0.0011
O, 2.3801, 8.8924, 13.4194, -0.0027, 0.0011, -0.0017
O, 8.0397, 1.4891, 15.9198, 0.0011, -0.0024, -0.0045
O, 4.1638, 6.9417, 12.8635, -0.0012, 0.0014, -0.0026
O, 4.2231, 1.9893, 18.7367, 0.002, 0.0036, -0.0006
O, 7.3102, 4.4034, 21.2548, 0.0032, 0.0015, -0.0019
O, 8.561, 2.9437, 11.1505, -0.0136, -0.0052, -0.0167
O, 1.2154, 6.8145, 17.3667, 0.0016, -0.0009, -0.0006
O, 5.694, 1.592, 14.6983, -0.0095, -0.0002, 0.0008
O, 8.1696, 9.6887, 11.5999, -0.0015, -0.001, -0.0023
O, 9.2238, 6.2696, 21.2301, -0.0015, -0.0028, -0.0015
O, 9.02, 7.6523, 12.854, 0.0046, 0.0029, -0.006
O, 1.7118, 0.0669, 11.875, -0.0004, -0.0001, -0.002
O, 6.6754, 6.1128, 17.0571, -0.0013, 0.0014, 0
O, 7.4387, 7.7793, 15.0253, 0.0011, -0.0005, -0.0012
O, 1.2409, 10.2734, 21.2177, 0.0007, 0.0044, -0.0031
O, 10.0829, 8.1772, 18.3579, 0.0005, -0.0002, -0.0002
O, 3.9751, 0.826, 21.0839, -0.001, -0.0025, -0.0042
O, 0.3312, 5.2234, 10.8525, 0.0002, -0.0031, -0.0065
O, 6.7746, 1.5444, 9.9007, 0.0122, 0.046, -0.039
O, 4.8118, 8.6583, 14.6865, 0, 0.0035, -0.0007

Results
free energy: -135976.214 eV
free energy less fixed offsets of O -568.88, P -755.39, Si -635.61 eV per atom: -1.324 eV

The program warned: the cutoff lies below the one the program advises for these potential files; the exchange-correlation potential is rough where the density is thin.
